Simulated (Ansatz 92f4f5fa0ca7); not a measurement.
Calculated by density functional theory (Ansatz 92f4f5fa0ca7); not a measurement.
Periodic cell of 294 atoms, Si196O98, from a study of silicon, its oxide and their interface. The atomic structure is a simulated model.
Doubt: the cutoff is far below the 930 eV that the study's wrapper takes by default for these files, so forces and energies are approximate.
This geometry differs little from another in the collection (a relaxation step or a small displacement).

Settings
functional: PBE
potential files: Ansatz PAW
basis: plane waves
wave-function cutoff: 580 eV
density cutoff ratio: 5
exchange-correlation grid ratio: 1
k mesh: 1 x 1 x 1, Gamma-centred
self-consistency stop: 5e-08 eV per atom in the density residual
occupations: fixed
spin: none
net charge: 0

Cell vectors (angstrom)
a  11.6015  0  0
b  0  10.938  0
c  0  0  41.5483

Atoms: element, x, y, z (angstrom)
Si  0  0  0.9665
Si  3.8672  0  0.9665
Si  7.7343  0  0.9665
Si  1.9336  1.3673  0.9665
Si  5.8008  1.3673  0.9665
Si  9.6679  1.3673  0.9665
Si  0  5.469  0.9665
Si  3.8672  5.469  0.9665
Si  7.7343  5.469  0.9665
Si  1.9336  6.8362  0.9665
Si  5.8008  6.8362  0.9665
Si  9.6679  6.8362  0.9665
Si  1.9336  2.7345  40.5812
Si  5.8008  2.7345  40.5812
Si  9.6679  2.7345  40.5812
Si  0  4.1018  40.5812
Si  3.8672  4.1018  40.5812
Si  7.7343  4.1018  40.5812
Si  1.9336  8.2035  40.5812
Si  5.8008  8.2035  40.5812
Si  9.6679  8.2035  40.5812
Si  0  9.5708  40.5812
Si  3.8672  9.5708  40.5812
Si  7.7343  9.5708  40.5812
Si  0  0  4.8337
Si  3.8672  0  4.8337
Si  7.7343  0  4.8337
Si  1.9336  1.3673  4.8337
Si  5.8008  1.3673  4.8337
Si  9.6679  1.3673  4.8337
Si  0  5.469  4.8337
Si  3.8672  5.469  4.8337
Si  7.7343  5.469  4.8337
Si  1.9336  6.8362  4.8337
Si  5.8008  6.8362  4.8337
Si  9.6679  6.8362  4.8337
Si  1.9336  2.7345  2.9001
Si  5.8008  2.7345  2.9001
Si  9.6679  2.7345  2.9001
Si  0  4.1018  2.9001
Si  3.8672  4.1018  2.9001
Si  7.7343  4.1018  2.9001
Si  1.9336  8.2035  2.9001
Si  5.8008  8.2035  2.9001
Si  9.6679  8.2035  2.9001
Si  0  9.5708  2.9001
Si  3.8672  9.5708  2.9001
Si  7.7343  9.5708  2.9001
Si  0.2089  -0.077  30.826
Si  5.913  1.29  30.9758
Si  3.9361  0.0318  30.8337
Si  1.9752  1.4544  30.7942
Si  5.779  2.6248  32.9224
Si  7.7676  -0.2104  30.9702
Si  0.2615  5.2904  30.8586
Si  3.8474  5.3581  31.0019
Si  10.0782  6.5948  30.1812
Si  2.0449  6.8407  31.0158
Si  5.9806  6.2515  31.2914
Si  7.5451  6.1454  28.707
Si  1.879  2.6519  32.8439
Si  9.7201  1.1181  30.7746
Si  9.614  2.7086  32.6633
Si  -0.0296  4.0523  32.8469
Si  3.8116  3.958  32.8882
Si  7.6161  4.0749  32.9425
Si  1.9644  8.1961  32.9169
Si  5.8638  8.1025  32.8231
Si  9.6935  8.2489  32.9088
Si  0.0509  9.5723  32.8324
Si  3.9226  9.5124  32.754
Si  7.741  9.5306  32.979
Si  -0.0351  0.0065  34.7637
Si  3.8638  -0.0781  34.7386
Si  7.7325  0.0103  34.841
Si  1.9278  1.2999  34.7683
Si  5.772  1.295  34.8456
Si  9.6408  1.4045  34.7026
Si  0.0106  5.4323  34.7764
Si  3.8878  5.4233  34.7692
Si  7.7678  5.4418  34.8548
Si  1.9566  6.7849  34.7996
Si  5.8167  6.7986  34.8015
Si  9.6979  6.8099  34.7906
Si  1.9401  2.7057  36.693
Si  5.7935  2.7279  36.726
Si  9.6777  2.72  36.6911
Si  0.0114  4.0813  36.7151
Si  3.8638  4.0867  36.7183
Si  7.7424  4.0693  36.7542
Si  1.9204  8.1874  36.711
Si  5.7953  8.1915  36.7147
Si  9.6735  8.1953  36.7165
Si  -0.0137  9.5702  36.7025
Si  3.8555  9.5448  36.7076
Si  7.739  9.5511  36.7359
Si  0  0  38.6476
Si  3.8672  0  38.6476
Si  7.7343  0  38.6476
Si  1.9336  1.3673  38.6476
Si  5.8008  1.3673  38.6476
Si  9.6679  1.3673  38.6476
Si  0  5.469  38.6476
Si  3.8672  5.469  38.6476
Si  7.7343  5.469  38.6476
Si  1.9336  6.8362  38.6476
Si  5.8008  6.8362  38.6476
Si  9.6679  6.8362  38.6476
Si  1.8978  2.8034  6.6846
Si  5.8045  2.7497  6.8066
Si  9.6302  2.7376  6.7827
Si  -0.0487  4.1136  6.7696
Si  3.8749  4.1042  6.7516
Si  7.7098  4.1498  6.8189
Si  1.9402  8.2268  6.711
Si  5.8215  8.2024  6.7868
Si  9.6706  8.2053  6.7884
Si  0.0012  9.5665  6.771
Si  3.8988  9.569  6.7279
Si  7.7259  9.593  6.7885
Si  0.0139  -0.0219  8.7174
Si  3.8591  0.1277  8.5386
Si  7.668  0.0506  8.7196
Si  1.9024  1.4111  8.5362
Si  5.7777  1.5098  8.849
Si  9.6715  1.3038  8.6774
Si  0.0245  5.4184  8.7511
Si  3.9017  5.5068  8.6515
Si  7.7358  5.5356  8.7912
Si  1.9285  6.8033  8.5649
Si  5.7688  6.9472  8.815
Si  9.6999  6.8245  8.7291
Si  2.0646  2.6632  10.5068
Si  5.856  2.9411  10.8936
Si  9.7538  2.637  10.6031
Si  0.0468  3.9887  10.7025
Si  3.7875  4.2663  10.6484
Si  7.9128  4.0989  10.6804
Si  1.8796  8.2138  10.4103
Si  5.5306  8.4729  10.719
Si  9.581  8.2237  10.6278
Si  -0.0504  9.5409  10.6943
Si  3.5742  9.8448  10.4786
Si  6.3531  12.5732  12.8948
Si  0.4208  0.0573  12.5555
Si  2.5731  0.7111  11.7714
Si  7.6422  -1.355  10.6207
Si  4.2046  0.7982  13.4306
Si  7.9949  -0.0157  12.4979
Si  9.9547  1.3163  12.5786
Si  -1.9132  7.0139  12.647
Si  3.0485  6.8773  14.8408
Si  8.1224  5.2592  12.7552
Si  2.0425  6.5599  12.0555
Si  5.6266  6.7518  13.4119
Si  11.5965  5.5349  12.5444
O  6.4892  5.4831  12.9045
O  6.5311  7.6875  14.3733
O  0.6599  10.4758  14.1214
O  3.664  1.8372  14.5939
O  0.2276  12.0063  16.3036
O  9.7636  8.0528  13.9658
O  11.773  4.9127  14.0926
O  7.9304  10.0121  13.8938
O  3.3362  8.2431  15.7066
O  2.2283  5.7125  15.6442
O  4.2034  -0.7537  14.0488
O  8.6201  4.5011  14.1434
O  7.6814  9.5666  29.7655
O  8.8721  5.7088  29.5434
O  7.7036  7.5697  27.9054
O  2.1943  7.8025  29.663
O  10.4936  7.6634  29.0075
O  0.5969  9.9527  29.4677
O  9.5314  7.4184  31.4797
O  7.1635  -5.7284  31.8013
O  6.322  17.4486  29.7102
O  5.9724  2.2466  29.5939
O  0.1808  2.2591  27.88
O  -4.3393  4.8622  27.7711
Si  7.8025  3.6625  26.804
Si  2.472  7.0734  19.3143
Si  10.2363  -2.7693  19.7523
Si  1.6196  8.9509  28.654
Si  5.3445  -4.6595  18.1861
Si  -1.532  4.851  22.6276
Si  6.63  5.3617  24.6583
Si  2.0091  6.487  23.6796
Si  1.0506  2.0028  20.1585
Si  8.5216  2.9788  14.7407
Si  1.1466  8.4489  21.4493
Si  8.0111  -5.0317  19.4365
Si  5.574  2.0217  28.017
Si  0.639  5.2535  15.6202
Si  4.1178  -1.2569  15.609
Si  8.5493  14.166  20.7167
Si  5.3216  3.1827  18.0674
Si  4.8841  3.5122  23.2779
Si  0.2639  7.8427  17.185
Si  -2.9305  7.2392  23.5081
Si  3.211  4.0086  28.0797
Si  4.3472  10.1882  28.6242
Si  0.8552  2.4128  17.0188
Si  9.083  -0.6517  26.4219
Si  10.8798  6.1527  25.0383
Si  7.1118  9.0511  28.3166
Si  10.1511  2.0258  27.8018
Si  8.9656  9.1891  14.8499
Si  8.5369  -0.6836  23.2473
Si  3.9117  5.2316  25.4515
Si  4.0103  2.0444  20.7502
Si  6.4181  12.2428  22.1539
Si  1.2516  4.9341  21.3098
Si  11.5889  -0.4054  15.6154
Si  8.4004  3.5067  17.9149
Si  6.5649  8.1656  15.9354
Si  3.6465  1.5722  16.1963
Si  -0.7658  -0.2721  21.2773
Si  1.2886  2.927  28.9239
Si  10.8607  7.8139  27.4268
O  7.4681  2.1141  21.1903
O  4.392  3.0234  27.5538
O  4.9673  0.5268  27.792
O  5.9676  6.9924  16.8654
O  5.6357  9.4849  16.1796
O  -2.635  7.153  19.8803
O  3.7297  4.6987  29.4737
O  0.8313  8.2685  27.3998
O  3.9002  3.8202  24.5631
O  -1.2019  4.7737  24.2545
O  2.3907  8.3159  20.3892
O  7.6492  10.093  27.1818
O  0.8634  6.2559  24.7963
O  5.4604  5.6251  25.7725
O  3.3736  6.4949  24.5539
O  8.3929  -2.2601  22.8215
O  10.0626  7.399  24.3525
O  7.0547  2.3932  14.2483
O  6.8771  2.3334  27.0807
O  9.23  13.8183  19.227
O  0.6073  9.2522  16.4229
O  11.4766  -3.2459  20.7157
O  -1.7861  0.0162  22.5076
O  -0.2516  5.3647  21.7693
O  10.0102  8.9899  26.7162
O  6.9063  2.9982  18.2821
O  7.145  -0.0027  22.7604
O  7.6395  4.214  25.269
O  10.6229  8.1367  18.1791
O  5.4738  9.0113  28.3942
O  -2.8352  -0.5039  24.839
O  4.4235  6.1768  14.3327
O  0.6517  2.3184  18.6183
O  8.9324  -4.9171  22.4618
O  10.6479  6.3658  26.6504
O  8.7517  3.0235  16.3797
O  2.9014  -1.2033  27.9954
O  3.0377  5.0704  26.8271
O  1.5803  7.4104  18.0126
O  5.9267  4.8046  23.2682
O  1.6555  7.8487  22.8697
O  0.3311  3.8772  16.4738
O  5.0068  4.7466  17.7397
O  9.3683  3.2652  27.0653
O  7.3985  6.7785  24.4222
O  1.8836  5.7027  20.0108
O  1.1413  3.3687  21.0059
O  2.454  2.4448  16.8121
O  9.9868  -0.6553  15.4888
O  6.4913  -4.4699  19.3196
O  0.6172  9.941  21.7779
O  9.5881  3.4294  21.9809
O  8.5148  5.1578  18.0362
O  -0.2144  1.1226  20.6753
O  8.1397  8.5488  16.1227
O  2.1784  5.2659  22.6077
O  7.8598  4.6947  20.5181
O  2.548  1.3513  20.4288
O  3.9987  6.9394  18.7968
O  5.002  2.1604  16.8476
O  4.0092  3.2281  21.9131
O  9.9989  -1.2005  20.1932
O  4.483  2.7711  19.3825
O  5.1055  0.9157  21.2297
O  3.442  -0.0416  16.4804
O  9.8755  0.665  26.9552
O  9.5579  1.9261  29.3234
O  5.8553  -8.7467  23.4209
O  2.2709  -3.583  13.4934
O  -0.1492  6.5741  16.2159
O  9.7425  13.0616  14.0438
O  5.1923  7.6273  12.1109
O  14.8237  5.3889  11.7846
O  12.0845  15.1025  29.6556

Results
free energy: -180328.483 eV
free energy less fixed offsets of O -568.88, Si -635.61 eV per atom: 1.317 eV

Forces (eV/angstrom), in the order of the atoms: element, x, y, z
Si  0.0032  0.0546  0.002
Si  -0.0051  0.0184  -0.0095
Si  -0.003  0.0322  0.0154
Si  0.0007  -0.0051  -0.0264
Si  -0.0044  -0.0631  0.0069
Si  0.0032  -0.0593  -0.0142
Si  0.0052  0.0503  0.0061
Si  0.0009  0.0331  0.0033
Si  -0.0015  0.0329  0.017
Si  -0.0031  0.003  -0.0179
Si  -0.0017  -0.0501  0.0083
Si  0.002  -0.0448  0.0024
Si  -0.0001  0.0271  -0.011
Si  0.003  0.0371  0.0186
Si  -0.003  0.0723  -0.011
Si  0.0031  -0.0448  -0.0082
Si  -0.0117  -0.0293  -0.0015
Si  0.0014  -0.0012  0.017
Si  0.0024  0.009  -0.0009
Si  -0.0022  0.0349  0.0124
Si  0.0004  0.0362  0.0007
Si  0.0053  -0.0575  -0.0096
Si  -0.0013  -0.0382  -0.0181
Si  0.0016  -0.0116  0.0121
Si  -0.0084  0.0894  0.1076
Si  0.0518  0.0753  -0.2479
Si  0.0279  0.0126  0.0255
Si  -0.0274  -0.0095  -0.2536
Si  0.0373  0.0041  0.2872
Si  -0.0851  0.0451  0.052
Si  -0.1246  0.1527  0.0778
Si  0.0402  0.1014  -0.0851
Si  -0.0044  0.0456  0.1381
Si  0.0394  -0.0486  -0.2858
Si  0.0442  -0.0423  0.1044
Si  -0.0323  0.0565  0.0448
Si  0.0124  -0.0505  -0.0472
Si  0.0024  0.0912  0.0304
Si  -0.0057  0.0403  0.0001
Si  -0.0007  -0.0563  0.0044
Si  -0.0029  -0.0261  -0.002
Si  0.0074  -0.0634  0.0298
Si  -0.0009  -0.0402  -0.0343
Si  -0.0006  0.079  0.0305
Si  -0.0177  0.0555  0.0194
Si  -0.0103  -0.0507  -0.0081
Si  -0.0054  0.0237  -0.0483
Si  -0.0009  -0.041  -0.0051
Si  0.0049  -0.0056  -0.006
Si  -0.0017  0.0111  0.0018
Si  0.0008  -0.0076  -0.0024
Si  0.0085  0.0005  0.0103
Si  0.0006  -0.0057  0.0006
Si  0.0019  -0.0074  -0.0032
Si  -0.0017  0.0022  -0.0032
Si  0.0065  0.007  0.0007
Si  -0.0132  -0.002  -0.0095
Si  0.0053  0.0002  -0.0006
Si  0.0006  -0.0156  -0.0277
Si  0.002  0.0006  -0.001
Si  -0.0132  -0.0046  0.006
Si  -0.0035  0.0055  -0.0042
Si  0.0033  -0.0011  0.0047
Si  0.0057  -0.0064  0.0057
Si  0.0026  0.0033  0.0039
Si  -0.004  0.0056  -0.002
Si  -0.0003  0.002  0.0033
Si  -0.0037  0.0178  0.0093
Si  0.0063  -0.0022  -0.0076
Si  -0.0021  -0.0014  0.0073
Si  -0.001  -0.0011  -0.0021
Si  -0.0059  0.0027  0.0091
Si  -0.0007  0.0052  -0.0011
Si  0.0038  0.0021  -0.0013
Si  0.0042  0.0029  -0.0035
Si  -0.005  -0.0015  -0.0074
Si  -0.0001  -0.0044  0.0009
Si  -0.0009  -0.0049  -0.0012
Si  0.002  0.0025  -0.0016
Si  -0.0057  0.0031  -0.0055
Si  0.0006  0.0009  0.0001
Si  0.0068  -0.0033  -0.0004
Si  0.0033  -0.004  -0.0016
Si  0.0005  0.0001  0.0013
Si  0.0001  0.0041  0.0015
Si  0.0017  0.0024  -0.0023
Si  -0.0016  -0.0003  -0.0034
Si  -0.0004  -0.0032  0.0021
Si  -0.0012  -0.0037  0.0009
Si  -0.0021  -0.0036  0.0019
Si  -0.0012  0.0012  -0.0003
Si  -0.0012  0.0042  0.0022
Si  -0.0005  0.0037  0.0032
Si  -0.0023  -0.0023  0
Si  0.0013  -0.001  -0.0002
Si  0.001  -0.0009  -0.0022
Si  0.0039  0.0097  -0.0425
Si  -0.0238  -0.0252  -0.1117
Si  0.006  0.0028  0.0872
Si  0.0126  -0.0681  -0.0427
Si  -0.0141  -0.0998  0.0689
Si  0.0349  -0.0987  -0.1353
Si  0.0286  -0.0256  -0.0215
Si  -0.0139  0.0106  -0.0402
Si  0.0004  0.0068  0.1596
Si  -0.0525  -0.0363  0.0455
Si  0.0028  -0.0761  0.0255
Si  0.0126  -0.0914  0.0081
Si  0.0005  -0.0008  0.0012
Si  0.0004  0.0018  0.0011
Si  -0.0002  0.0025  0.0006
Si  0.001  -0.0006  0.0005
Si  -0.0009  -0.0051  -0.0004
Si  -0.0022  -0.0016  -0.001
Si  -0.001  0.0007  0.0021
Si  0.0006  0.004  0
Si  0.0005  0.003  0.003
Si  0.0014  -0.0022  0.001
Si  0.0003  -0.0013  -0.0009
Si  -0.0017  -0.0018  0.0003
Si  -0.0019  0.0022  -0.0005
Si  -0.0015  0.0008  0.0016
Si  0.0008  0.0019  0.0004
Si  0.0007  -0.0001  -0.0048
Si  -0.0013  -0.002  0.0014
Si  0.0025  -0.0032  0.0036
Si  -0.0056  0.0032  0.0049
Si  -0.001  0.0072  0.0005
Si  0.0063  -0.0005  0.0066
Si  0.0017  -0.0016  0.0004
Si  0.0011  -0.0025  -0.0012
Si  0.003  -0.0032  0.0032
Si  -0.0069  -0.001  0.0024
Si  0.007  -0.0038  -0.0004
Si  -0.0042  0.001  -0.0065
Si  0.0038  -0.0001  -0.0059
Si  -0.0044  0.0047  0.0011
Si  0.0042  0.0046  -0.0018
Si  -0.0053  0.0004  -0.0025
Si  -0.0027  0.0003  0.0051
Si  -0.0032  0.0042  -0.0071
Si  -0.0018  -0.005  -0.0036
Si  0.0006  0.0015  -0.003
Si  0.0012  0.0068  0.005
Si  0.0061  -0.0074  0.0036
Si  0.0036  0.0011  0.0031
Si  0.0084  -0.0024  0.0006
Si  -0.0055  -0.0019  0.006
Si  0.0006  -0.0143  0.0034
Si  -0.001  0.0075  0.0036
Si  -0.0028  0.0032  0.0029
Si  0.0023  0.0023  0.0042
Si  -0.0035  -0.003  -0.0015
Si  0.0025  0.0076  0.0039
Si  -0.0025  0.0007  0.0048
Si  0.0035  -0.0039  0.0009
O  0.0008  0.0006  -0.0012
O  0.0025  0.0001  -0.0014
O  -0.0009  0.001  -0.0055
O  0.0037  -0.0008  -0.0053
O  0.001  0.0014  -0.0019
O  0.0013  -0.0005  -0.0021
O  -0.0009  0.0004  -0.0036
O  -0.0016  0.0027  -0.0051
O  0.0012  0  -0.0007
O  -0.0017  -0.0016  -0.0017
O  0.0006  0.0036  -0.0042
O  0.0013  0.003  -0.0024
O  -0.0003  0.0036  0.0046
O  0.0047  0.0017  0.006
O  0  0.0015  0.0013
O  -0.0009  0.0003  0.0022
O  0.0029  0.0015  0.0029
O  -0.0023  0.0035  0.0068
O  0.0007  0.0003  0.0063
O  0.0017  -0.0024  0.0077
O  -0.0045  0.0008  0.012
O  0.0013  -0.0021  0.0057
O  0.0115  0.0012  0.0107
O  -0.0001  -0.0013  0.0017
Si  -0.0001  0.0017  -0.0041
Si  -0.0024  0.0014  0.0011
Si  0.0004  0.0005  0.003
Si  0.0011  -0.0019  -0.009
Si  -0.0005  0.0015  0.0004
Si  0.0035  0.0014  -0.0005
Si  0.0011  -0.0005  -0.0021
Si  -0.0043  -0.0004  -0.0035
Si  -0.0021  0.0011  0.0005
Si  -0.0007  -0.0006  0.0075
Si  0.0049  -0.0001  0.0009
Si  0.0019  -0.0005  0.003
Si  0.0055  -0.0009  -0.0049
Si  0.002  0.0003  0.0063
Si  -0.0001  -0.0029  0.0038
Si  0.0005  -0.0002  0.0025
Si  0.0003  0.0005  0.0044
Si  0.0006  -0.0005  -0.0004
Si  -0.001  0.0016  0.0041
Si  0.0004  0.0006  -0.0006
Si  0.0134  0.0012  -0.0143
Si  0.0004  -0.0007  0.0011
Si  -0.0019  -0.0015  0.0061
Si  0.0006  -0.0004  -0.0048
Si  0.0024  -0.0012  -0.0032
Si  -0.0001  -0.005  -0.0047
Si  -0.0039  0.0018  -0.0084
Si  0.0011  0.0016  0.0042
Si  -0.0007  0.0001  -0.0009
Si  0.0025  -0.0013  -0.0045
Si  0.0014  -0.0005  0.0033
Si  -0.0001  -0.0004  0.0006
Si  0.0006  0.002  0.0047
Si  0.0022  -0.0014  0.006
Si  0.0018  -0.0006  0.0036
Si  -0.0006  -0.0001  0.0037
Si  0.0003  -0.0002  0.0064
Si  0.0002  -0.0006  0.0017
Si  -0.0171  0.0004  -0.0148
Si  0.0001  -0.0009  -0.004
O  0.0003  0.0003  -0.0006
O  -0.0082  0.0068  0.0045
O  -0.0021  -0.0032  0.0022
O  -0.0006  -0.0025  0.0012
O  0.002  0.0002  -0.0016
O  0.0008  0  -0.0011
O  -0.0006  0.0003  0.0064
O  0.0011  0.0001  0.0049
O  -0.0001  0.0003  0.0016
O  0.0017  0.0026  0.0005
O  -0.0051  -0.0019  0.0013
O  0  0.0027  0.0021
O  0.0025  0.0022  -0.003
O  -0.0008  -0.0005  0.003
O  -0.0004  0.0002  0.0019
O  0.0002  0.0007  0.0004
O  -0.0001  -0.0009  0.0009
O  -0.0019  -0.0023  -0.0043
O  -0.0008  -0.0007  0.0032
O  0.001  0  -0.0019
O  0  -0.0006  -0.0015
O  0.0012  0.0005  -0.0002
O  0.0001  -0.0001  0.0009
O  0.0012  -0.0023  -0.0006
O  0.0001  -0.0004  0.0022
O  -0.0003  0.0009  -0.0015
O  0.0013  -0.0003  0.0006
O  -0.0005  -0.0002  0.0016
O  0.0034  -0.0001  -0.004
O  0.0014  0.0018  0.0032
O  0.0002  -0.0002  0.001
O  0.0008  -0.0011  -0.0024
O  0.0014  -0.002  0.0025
O  0.0005  0.0004  0.0005
O  0.0016  0.0007  0.0013
O  -0.0002  0  -0.0025
O  -0.0017  0.0002  0.0029
O  -0.0029  -0.0042  0.0097
O  0.0037  -0.002  0.0035
O  0.0006  0.0005  0.0008
O  0.0021  -0.0045  -0.0023
O  0.0012  0.0013  -0.0033
O  0.0006  0.0011  -0.0005
O  0.001  -0.001  0.0037
O  -0.0005  -0.0001  0.0011
O  0.0008  0.0018  0.0033
O  0.001  -0.0006  -0.0046
O  0.0013  -0.0005  -0.0015
O  0.0001  0.0005  -0.0028
O  0.0001  0.0008  -0.0016
O  0.0021  -0.0024  0
O  0.0013  0.0011  0.0002
O  0.0006  0.0004  -0.0014
O  0.0036  0.0041  -0.0012
O  0.001  -0.0006  -0.0013
O  -0.0061  0.004  -0.0018
O  0.0006  0.001  -0.0012
O  -0.0019  0.0006  -0.0009
O  0.0024  0.0001  -0.0025
O  0  -0.0005  -0.0028
O  0.0003  0.0006  0.0001
O  0.0007  -0.0004  -0.0005
O  0.0009  0.0006  -0.0028
O  0.0006  0.0002  -0.0004
O  0.0012  0.0009  -0.0009
O  0.0013  0.0014  0.0046
O  0.0022  -0.0025  0.0077
O  0.0006  0.0001  0.001
O  0.001  -0.001  -0.0032
O  0.0007  -0.0004  -0.0017
O  0.003  -0.0033  -0.0042
O  0  -0.0012  -0.0027
O  0.0024  -0.0055  -0.0029
O  0.0022  0.0004  0.0046

The program warned: the cutoff lies below the one the program advises for these potential files; the forces do not sum to zero within the program's tolerance; the exchange-correlation potential is rough where the density is thin.
